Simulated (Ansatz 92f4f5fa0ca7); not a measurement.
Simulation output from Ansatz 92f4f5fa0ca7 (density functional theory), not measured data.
Periodic cell of 226 atoms, Si133O92P1, from a study of silicon, its oxide and their interface. The atomic structure is a simulated model.
Doubt: the cutoff is far below the 930 eV that the study's wrapper takes by default for these files, so forces and energies are approximate.

Settings
functional: PBE
potential files: Ansatz PAW
basis: plane waves
wave-function cutoff: 580 eV
density cutoff ratio: 5
exchange-correlation grid ratio: 1
k mesh: 1 x 1 x 1, Gamma-centred
self-consistency stop: 5e-08 eV per atom in the density residual
occupations: fixed
spin: none
net charge: +1 e, with a uniform compensating background and no finite-size correction

Cell vectors (angstrom)
a	10.938	0	0
b	0	10.938	0
c	0	0	31.9494

Atoms and the computed forces on them: element, x, y, z (angstrom), force x, y, z (eV/angstrom)
Si	10.6247	0.006	24.4241	0.0301	-0.0177	-0.2562
Si	5.0772	0.1337	24.6688	0.0098	-0.035	-0.1892
Si	2.8175	2.3032	24.5428	-0.046	0.0137	-0.2431
Si	8.5699	2.4433	24.5691	-0.0003	0.0321	-0.2101
Si	10.7104	5.5978	24.3428	-0.0125	-0.0441	-0.2189
Si	5.1574	5.621	24.4584	0.0197	-0.0108	-0.253
Si	2.9878	7.9622	24.4093	-0.016	0.0368	-0.213
Si	8.4149	7.8423	24.4283	-0.0086	0.0016	-0.2401
Si	1.2907	1.1327	25.8495	-0.0093	-0.0144	0.071
Si	6.8177	1.3319	25.7514	0.0378	0.0146	0.0026
Si	3.9842	4.0186	25.7437	0.0138	0.0147	0.0128
Si	9.6889	4.0265	25.8593	0.0274	0.0214	0.0342
Si	1.3416	6.7994	25.6808	0.0301	0.0235	-0.0063
Si	6.8038	6.7254	25.7596	0.007	0.0129	0.0529
Si	4.0007	9.4746	25.9621	-0.0053	-0.0294	0.0525
Si	9.4839	9.4469	25.8138	0.0233	0.0112	0.0123
Si	2.6326	-0.1339	27.3088	-0.0333	-0.018	-0.0227
Si	8.1479	-0.0602	27.1612	-0.0683	-0.0486	-0.0067
Si	0.0808	2.6593	27.2259	0.0032	0.026	0.003
Si	5.4577	2.7308	27.1176	0.016	0.0063	-0.0374
Si	2.6718	5.4262	27.125	-0.0619	-0.0398	-0.0314
Si	8.1956	5.3745	27.1451	-0.022	-0.0192	-0.0444
Si	0.0198	8.1604	27.1413	-0.0287	-0.007	-0.0237
Si	5.5104	8.1445	27.1937	0.0284	-0.002	-0.0076
Si	4.0954	1.3379	28.4943	-0.0594	-0.0703	0.0184
Si	9.5461	1.3187	28.526	0.0385	0.0433	0.0406
Si	1.4002	4.072	28.5841	-0.1224	0.0266	-0.1207
Si	6.8116	4.0623	28.5358	-0.0016	0.0163	-0.0303
Si	4.0831	6.7739	28.5062	0.0187	0.0977	0.0655
Si	9.5673	6.7847	28.4819	-0.0384	0.007	0.0738
Si	1.2859	9.473	28.6622	0.1108	0.1035	-0.2139
Si	6.8303	9.5365	28.5805	-0.0043	0.0044	-0.1225
Si	-0.034	-0.0237	29.9538	-0.0387	0.0424	0.0216
Si	5.4502	-0.0106	29.8958	0.0185	0.0035	-0.0107
Si	2.7796	2.7169	29.9017	0.0047	-0.073	-0.0128
Si	8.1769	2.7078	29.8978	0.0713	0.0087	-0.0248
Si	-0.0182	5.44	29.8994	0.0387	0.0172	-0.004
Si	5.4592	5.4352	29.9075	0.0453	0.0396	-0.0167
Si	2.7368	8.1533	29.934	0.0322	-0.1035	0.0084
Si	8.2271	8.1732	29.8911	0.0276	-0.0574	-0.0305
Si	1.3793	1.395	31.2652	-0.0001	-0.0149	-0.0056
Si	6.8225	1.3434	31.2718	-0.0341	0.0231	-0.017
Si	4.1	4.0745	31.2913	0.0331	0.0228	0.0233
Si	9.551	4.0829	31.2661	-0.0424	0.002	-0.0085
Si	1.3592	6.8043	31.2839	-0.0361	0.0458	-0.0017
Si	6.8322	6.8379	31.2527	0.0095	-0.021	-0.006
Si	4.1116	9.5659	31.278	-0.0236	0.0072	-0.0085
Si	9.5533	9.5416	31.2967	0.0422	-0.0278	0.0168
Si	2.7489	0.0247	0.6888	-0.0264	-0.018	-0.0149
Si	8.2138	0.0165	0.6735	0.0103	-0.0283	-0.0219
Si	0.0095	2.7495	0.6915	0.0011	0.0194	-0.0449
Si	5.4859	2.7364	0.7134	-0.0059	0.0201	0.0032
Si	2.7463	5.4634	0.6874	-0.0288	-0.0069	-0.0248
Si	8.2014	5.4837	0.6773	0.0151	0.0192	-0.052
Si	0.0244	8.2156	0.7125	0.0021	-0.0308	-0.0297
Si	5.4824	8.2139	0.6943	0.0346	-0.0169	-0.031
P	4.11	1.383	2.0692	-0.0042	0.0325	-0.0232
Si	9.6055	1.3536	2.037	0.0909	-0.0303	-0.0416
Si	1.375	4.1316	2.0508	-0.0364	0.0055	0.0118
Si	6.8414	4.1471	2.0714	-0.059	0.0497	-0.0544
Si	4.0969	6.8476	2.0409	0.0027	0.0374	-0.0418
Si	9.5839	6.84	2.0752	0.027	0.007	-0.0013
Si	1.3836	9.6254	2.0822	-0.055	0.0077	-0.0441
Si	6.8453	9.6293	2.0232	-0.1083	0.0352	0.0054
Si	0.0245	0.0362	3.4791	-0.0243	-0.0247	-0.072
Si	5.487	0.0443	3.4327	-0.0251	-0.0254	0.0929
Si	2.7339	2.7593	3.4044	-0.0199	0.0247	0.022
Si	8.2801	2.7861	3.3178	-0.1017	-0.0234	0.2113
Si	0.0424	5.5053	3.4911	-0.0643	-0.0026	-0.0728
Si	5.472	5.5379	3.4296	0.0699	-0.0415	-0.0017
Si	2.7339	8.2281	3.3865	0.0413	0.0015	0.0765
Si	8.2414	8.3066	3.3776	0.0012	-0.184	0.1083
Si	1.3831	1.4291	4.8338	0.0553	0.0901	0.0532
Si	6.9085	1.4996	4.703	0.0733	0.0119	-0.01
Si	4.0882	4.1488	4.7538	-0.0582	-0.0112	0.0003
Si	9.601	4.0755	4.7812	0.044	0.0172	0.0163
Si	1.3654	6.9727	4.8395	0.0347	0.0123	0.0237
Si	6.844	6.9921	4.7221	0.0427	0.087	0.0036
Si	4.0763	9.5789	4.7651	0.0633	-0.0304	0.0077
Si	9.6224	9.5764	4.8357	-0.0137	0.0073	0.0546
Si	2.7676	0.0327	6.1306	-0.0989	-0.0479	0.0087
Si	8.2859	0.1239	6.0663	-0.0159	-0.0171	0.0048
Si	0.032	2.7973	6.2892	-0.0215	-0.0131	-0.0082
Si	5.5212	2.8325	6.0691	0.0358	0.0727	-0.0049
Si	2.7548	5.5856	6.1216	-0.0144	-0.0193	-0.0091
Si	8.2546	5.598	5.9513	0.0029	0.004	-0.0178
Si	0.0482	8.3038	6.3649	-0.0152	-0.016	0.0059
Si	5.5016	8.3171	6.1973	0.0143	-0.0261	-0.006
Si	4.427	1.1783	7.3114	-0.0062	0.0207	0.3688
Si	9.8083	1.1517	7.5985	-0.0289	0.0141	0.3034
Si	1.1853	4.4968	7.4947	0.0263	0.0023	0.273
Si	6.6416	4.5482	7.2416	0.0498	-0.0348	0.2615
Si	4.3218	6.7133	7.5147	-0.0121	-0.0048	0.3328
Si	9.7305	6.6084	7.4943	-0.0537	-0.0043	0.2662
Si	1.2768	9.9391	7.6868	0.0571	-0.0133	0.3435
Si	6.7217	9.9712	7.3974	0.0478	-0.0574	0.2453
O	9.5885	1.2487	23.9849	-0.0201	-0.0104	0.1176
O	4.1112	6.8167	23.9514	-0.0055	-0.034	0.1038
O	4.0112	1.2518	24.0437	0.0051	-0.0044	0.117
O	9.5384	6.714	23.9103	0.0103	-0.0103	0.0991
O	-0.0281	5.5315	7.997	0.0259	0.0184	-0.1061
O	5.5746	0.1291	7.9097	-0.0236	0.0195	-0.1464
O	0.0629	0.085	8.1293	-0.0027	0.0102	-0.1672
O	5.5294	5.6182	7.866	-0.0163	0.0541	-0.1513
O	7.5862	3.9611	8.4388	-0.1082	0.1176	-0.3308
O	8.7373	7.0357	8.7649	0.0951	-0.0967	-0.3048
O	2.1732	9.46	9.0305	-0.1523	0.1066	-0.3457
O	8.8902	1.6768	8.9027	0.1318	-0.1208	-0.3242
O	7.6231	9.4574	8.6837	-0.1064	0.1402	-0.313
O	3.5965	1.8183	8.5734	0.0733	-0.1314	-0.2874
O	3.5806	7.229	8.9228	0.0697	-0.1296	-0.3528
O	2.0628	4.007	8.8143	-0.1384	0.1008	-0.3081
O	8.1388	3.5005	23.368	0.1077	-0.0956	0.2666
O	0.4518	4.9481	22.956	-0.0759	0.1168	0.2676
O	1.9043	2.7599	23.2506	0.1292	-0.1037	0.3147
O	5.8285	4.9164	23.1225	-0.1073	0.0966	0.261
O	5.5282	10.0138	23.4953	-0.1343	0.0941	0.3065
O	2.4442	8.6971	23.0236	0.0957	-0.0935	0.2816
O	0.1917	10.0795	23.0862	-0.0977	0.0822	0.2923
O	7.7877	8.5873	23.0837	0.1017	-0.106	0.2644
Si	8.6569	7.7036	18.4418	0.011	0.0023	-0.0897
Si	8.7835	6.3573	13.6264	0.0127	-0.009	0.1552
Si	3.7898	1.5405	14.7351	0.009	-0.0078	0.1211
Si	2.135	5.756	17.6252	0.0115	0.0083	-0.0595
Si	2.4165	3.1534	19.4933	0.04	-0.0129	-0.2171
Si	9.8115	9.0312	12.0764	0.0174	0.0288	0.3133
Si	1.3324	9.4298	22.0786	-0.0109	-0.0008	-0.4521
Si	9.1667	0.9641	13.1974	-0.0001	-0.0121	0.183
Si	1.4207	5.0524	13.02	-0.0151	0.0111	0.1765
Si	1.7928	8.2529	12.8093	-0.0454	0.0041	0.2966
Si	6.6565	9.5665	22.4279	-0.0125	0.0184	-0.4288
Si	4.525	4.6023	15.707	-0.0006	-0.0116	0.0795
Si	8.2066	3.0112	9.5783	0.0004	0.0908	0.5016
Si	0.8393	8.2564	19.2614	-0.0067	-0.0516	-0.2079
Si	6.9558	1.36	21.0913	-0.0121	0.0049	-0.2897
Si	8.2285	8.3077	9.6664	0.0204	0.0217	0.5096
Si	10.8909	5.2057	15.6025	-0.0032	-0.006	0.0843
Si	7.5652	9.5006	16.3181	0.012	0.0086	0.0347
Si	9.935	2.0712	20.3005	-0.0072	-0.0243	-0.2525
Si	3.2129	8.511	9.9039	0.0756	0.0339	0.5326
Si	6.6948	3.3568	17.4112	0.0089	-0.0124	-0.0682
Si	1.167	0.2196	19.8042	-0.0186	0.0155	-0.2009
Si	3.2325	2.811	12.2935	0.0035	0.0075	0.3098
Si	7.2156	5.4013	19.689	-0.0112	0.0319	-0.2408
Si	5.7445	8.6642	11.5385	0.0059	0.0322	0.3538
Si	5.7837	6.0653	13.1932	-0.0041	-0.0097	0.2263
Si	4.6305	9.7105	17.6258	0.0048	0.0079	-0.0671
Si	1.0244	3.6121	22.1795	-0.0304	-0.059	-0.4527
Si	4.8988	1.4922	18.8011	-0.0308	0.0001	-0.1348
Si	3.1935	3.0716	9.5113	0.0958	0.0357	0.4945
Si	6.4448	10.8162	13.7891	0.013	0.0262	0.1796
Si	10.3447	0.1192	15.9736	0.0017	-0.0157	0.0504
Si	5.6626	3.6437	11.1522	-0.0045	0.0531	0.3391
Si	9.8379	3.8953	11.901	0.0427	0.0114	0.3284
Si	2.3385	9.9236	15.5438	-0.0045	0.0242	0.0761
Si	6.0757	8.1307	19.8033	0.0082	-0.0379	-0.2467
Si	6.9349	3.9805	22.3814	0.006	-0.0375	-0.408
Si	9.7568	2.7831	17.3674	-0.0156	-0.012	-0.0846
O	7.1929	6.3736	13.9678	-0.0151	0.0002	-0.0599
O	1.8793	7.0685	18.6732	-0.0179	0.0348	0.0565
O	10.2956	4.0366	16.5228	0.0063	0.0085	-0.0062
O	6.1627	9.9611	17.0538	-0.0067	-0.0024	0.0062
O	10.1389	0.7052	14.471	-0.0231	0.0168	-0.0907
O	8.4444	6.1223	18.8617	-0.0171	-0.0229	0.0567
O	5.1642	0.6831	14.4301	0.0182	-0.0108	-0.0509
O	5.7198	2.0616	17.5211	-0.0131	-0.013	0.042
O	8.3496	1.9585	20.5507	-0.0446	-0.0082	0.0996
O	1.9911	4.3101	18.4062	0.002	-0.0481	0.0706
O	6.9657	2.7866	10.6406	0.0936	-0.0197	-0.1952
O	4.8685	2.6997	12.2193	0.0328	0.0237	-0.1391
O	6.0277	4.3996	16.3468	-0.0042	0.0015	-0.0035
O	4.5652	3.902	9.9332	-0.0867	-0.0133	-0.2229
O	10.692	2.7887	21.5581	0.0713	0.0662	0.1902
O	9.7217	6.1572	14.9614	-0.029	0.0126	-0.0669
O	6.0064	6.4947	19.8438	-0.0014	-0.0031	0.0704
O	4.0833	0.1782	18.2813	-0.001	0.0165	0.0393
O	9.2562	10.5533	12.2739	0.0101	-0.0657	-0.1061
O	2.8516	4.3567	12.693	0.0306	-0.0352	-0.0875
O	1.9152	10.7107	21.2093	0.0052	-0.0641	0.1989
O	3.9941	2.7312	19.3813	-0.0155	0.0088	0.0604
O	0.7247	10.0435	15.961	0.0119	-0.0067	-0.0145
O	1.2725	9.8145	18.8349	0.0012	0.0187	0.0794
O	1.7129	1.6743	19.2734	-0.013	-0.0145	0.067
O	8.9353	10.3925	16.5013	-0.0008	-0.0002	-0.0126
O	4.8708	8.5903	18.7966	0.0277	-0.0216	0.0826
O	9.5701	8.7556	10.4839	-0.0797	-0.0424	-0.2719
O	6.7418	4.0953	18.8596	0.014	0.0312	0.0904
O	2.8347	1.7237	13.4097	-0.011	0.0324	-0.1293
O	5.8335	8.7798	21.2682	0.0286	0.0736	0.2391
O	2.545	2.4324	10.8702	-0.0012	0.0187	-0.2819
O	7.6147	4.8578	21.177	-0.0183	-0.0756	0.2358
O	5.2072	7.4698	12.545	0.004	0.0624	-0.1257
O	0.4301	9.0657	12.4932	-0.0088	0.0015	-0.0887
O	7.5737	1.0549	13.5723	0.0153	0.0067	-0.0581
O	7.1055	9.6339	14.7459	-0.0181	0.0155	-0.0713
O	8.9754	5.0322	12.6874	0.0141	-0.0589	-0.1094
O	8.0899	8.0383	16.9123	0.0056	-0.0127	0.0264
O	6.2172	2.5802	21.906	-0.0007	0.0655	0.1481
O	2.4524	9.0659	14.1077	-0.0081	-0.0472	-0.1198
O	0.4215	4.4849	11.8599	-0.0284	-0.0233	-0.1053
O	0.8149	8.3266	20.9337	0.0244	0.0512	0.2258
O	9.3869	3.8191	10.3447	-0.0879	-0.0532	-0.2686
O	9.6502	2.3855	12.5347	0.0088	0.0677	-0.113
O	7.6197	8.5703	19.3923	-0.0402	0.0119	0.0757
O	2.5507	8.1672	11.3598	0.0854	0.0251	-0.308
O	3.9774	3.0584	15.3788	-0.0047	-0.015	-0.0412
O	0.8373	4.4893	14.4347	0.0275	0.0026	-0.0893
O	10.0577	3.008	18.9581	0.0061	-0.0211	0.1227
O	9.1407	7.8045	12.9424	0.0166	0.0589	-0.1074
O	10.5153	0.5492	20.083	-0.0081	0.0068	0.0776
O	6.0305	5.0317	11.9298	0.0013	-0.0797	-0.1557
O	8.1557	2.7574	17.0193	-0.0017	0.0011	0.0167
O	3.5324	5.4842	16.7246	-0.0021	-0.0042	-0.0048
O	4.6649	9.1285	10.3793	-0.0947	-0.0098	-0.2008
O	1.5301	6.6736	13.1737	0.0163	0.0268	-0.0723
O	4.7576	5.4852	14.3377	0.0271	0.0323	-0.0974
O	2.0503	3.863	20.925	-0.0651	0.0261	0.2267
O	10.5456	1.4121	16.9526	0.0015	0.0049	0.0127
O	0.9459	6.0766	16.5493	-0.001	-0.0033	-0.0028
O	7.3471	10.9582	21.9281	-0.007	-0.0876	0.1638
O	5.9342	0.9241	19.9173	0.0666	-0.0088	0.1395
O	6.0618	10.0207	12.4057	-0.0259	-0.087	-0.1653
O	2.8415	0.5465	15.6024	0.0094	0.0122	-0.0331
O	7.051	8.0126	10.7703	0.0969	-0.005	-0.2161
O	10.242	8.0241	18.6897	0.0314	0.0102	0.0466
O	3.4422	9.2017	16.5789	-0.0048	-0.0011	-0.0023

Results
free energy: -137633.688 eV
free energy less fixed offsets of O -568.88, P -755.39, Si -635.61 eV per atom: -5.208 eV

The program warned: the cutoff lies below the one the program advises for these potential files; the forces do not sum to zero within the program's tolerance; the exchange-correlation potential is rough where the density is thin.
